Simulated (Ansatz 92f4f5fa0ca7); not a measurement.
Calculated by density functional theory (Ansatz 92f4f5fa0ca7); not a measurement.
Periodic cell of 414 atoms, Si266O148, from a study of silicon, its oxide and their interface. The atomic structure is a simulated model.
Doubt: the cutoff is far below the 930 eV that the study's wrapper takes by default for these files, so forces and energies are approximate.
This geometry differs little from another in the collection (a relaxation step or a small displacement).

Settings: functional PBE; potential files Ansatz PAW; basis plane waves; wave-function cutoff 580 eV; density cutoff ratio 5; exchange-correlation grid ratio 1; k mesh 1 x 1 x 1, Gamma-centred; self-consistency stop 5e-08 eV per atom in the density residual; occupations fixed; spin none; net charge 0.

Cell vectors (angstrom)
a	15.4687	0	0
b	0	12.8259	0
c	0	0	35.9702

Atoms and the computed forces on them: element, x, y, z (angstrom), force x, y, z (eV/angstrom)
Si	-0.022	1.1632	33.2951	-0.0005	0.001	0.001
Si	3.8875	1.1676	33.2866	0.0003	0.0016	0.0007
Si	7.7299	1.1718	33.277	-0.0004	-0.0003	0.002
Si	11.594	1.1663	33.2885	-0.0002	0.0016	0.001
Si	1.9348	7.5891	33.3046	-0.0004	-0.0001	-0.0005
Si	5.7979	7.5852	33.3009	-0.0003	0.0009	-0.0005
Si	9.6818	7.5875	33.2961	0.0009	-0.0004	-0.0011
Si	13.5274	7.5895	33.2986	0.0004	0.001	-0.0019
Si	1.9336	5.247	33.7033	0.0728	0.1092	0.2343
Si	5.8008	5.247	33.7033	0.0212	0.0118	-0.1041
Si	9.6679	5.247	33.7033	-0.0216	0.0547	0.0276
Si	13.5351	5.247	33.7033	-0.0476	0.1002	0.0298
Si	0	11.6599	33.7033	-0.0869	0.1013	0.0837
Si	3.8672	11.6599	33.7033	-0.0049	0.0253	-0.0695
Si	7.7343	11.6599	33.7033	0.1488	0.0944	-0.1619
Si	11.6015	11.6599	33.7033	-0.0801	0.0213	-0.2572
Si	0	4.664	34.94	0.0188	0.0317	-0.0026
Si	3.8672	4.664	34.94	-0.0244	0.0375	0.013
Si	7.7343	4.664	34.94	0.0048	0.0192	-0.005
Si	11.6015	4.664	34.94	0.0051	0.0122	0.0024
Si	1.9336	11.0769	34.94	-0.0014	0.0169	-0.0226
Si	5.8008	11.0769	34.94	-0.0124	-0.0472	-0.0642
Si	9.6679	11.0769	34.94	-0.019	0.0259	-0.0112
Si	13.5351	11.0769	34.94	0.0301	-0.0372	-0.0469
Si	0	2.332	35.3523	-0.0532	0.0377	0.0208
Si	3.8672	2.332	35.3523	0.0801	0.0136	-0.0079
Si	7.7343	2.332	35.3523	-0.0179	0.0167	-0.0644
Si	11.6015	2.332	35.3523	-0.0229	0.0261	-0.0082
Si	1.9336	8.745	35.3523	0.0218	0.023	0.1384
Si	5.8008	8.745	35.3523	-0.0394	0.0142	0.0955
Si	9.6679	8.745	35.3523	0.0551	0.0129	0.0799
Si	13.5351	8.745	35.3523	-0.0463	0.0284	0.1028
Si	1.9336	1.749	0.6188	-0.0083	-0.0495	-0.0413
Si	5.8008	1.749	0.6188	-0.0038	-0.0098	-0.0055
Si	9.6679	1.749	0.6188	0.0071	-0.0269	-0.0206
Si	13.5351	1.749	0.6188	0.0065	-0.0279	-0.0078
Si	0	8.162	0.6188	-0.0003	0.0012	-0.0026
Si	3.8672	8.162	0.6188	0.011	0.0405	0.0188
Si	7.7343	8.162	0.6188	-0.0067	-0.0058	-0.0138
Si	11.6015	8.162	0.6188	0.0128	0.0192	0.0217
Si	0	5.83	1.031	-0.0173	-0.0271	-0.0186
Si	3.8672	5.83	1.031	0.0259	-0.002	0.0174
Si	7.7343	5.83	1.031	-0.007	-0.0103	-0.0001
Si	11.6015	5.83	1.031	-0.0092	0.0155	0.0246
Si	1.9336	12.2429	1.031	0.0086	-0.0177	-0.0071
Si	5.8008	12.2429	1.031	0.0079	-0.0076	-0.0136
Si	9.6679	12.2429	1.031	0.0284	-0.0269	-0.0097
Si	13.5351	12.2429	1.031	-0.0308	-0.0286	-0.0292
Si	1.9336	5.247	2.2678	-0.0261	0.0106	0.0024
Si	5.8008	5.247	2.2678	0.0105	0.021	0.0135
Si	9.6679	5.247	2.2678	-0.0366	0.0063	-0.0173
Si	13.5351	5.247	2.2678	0.0908	-0.0098	-0.0592
Si	0	11.6599	2.2678	-0.0414	-0.052	-0.1927
Si	3.8672	11.6599	2.2678	0.0012	-0.0798	-0.2446
Si	7.7343	11.6599	2.2678	-0.0079	-0.0399	-0.1399
Si	11.6015	11.6599	2.2678	-0.0004	-0.0834	-0.2667
Si	1.9336	2.915	2.68	0.0061	0.0444	0.043
Si	5.8008	2.915	2.68	0.0075	0.0344	0.0466
Si	9.6679	2.915	2.68	-0.0106	0.0237	0.0297
Si	13.5351	2.915	2.68	-0.0048	0.0573	0.0549
Si	0	9.328	2.68	-0.0064	0.0121	0.0315
Si	3.8672	9.328	2.68	-0.0091	-0.045	-0.0144
Si	7.7343	9.328	2.68	0.0036	-0.0053	0.0111
Si	11.6015	9.328	2.68	-0.0076	0.0008	0.0262
Si	0.3117	0.3214	26.7472	-0.0046	-0.0122	0.0011
Si	3.5004	0.4279	26.615	-0.0013	0.0003	-0.0016
Si	8.0823	0.5934	26.4302	-0.0158	0.1015	0.0362
Si	11.2392	0.5161	26.5084	0.0116	0.0083	0.0067
Si	1.5948	6.4161	26.7915	-0.0046	-0.0101	0.0055
Si	6.1999	6.4684	26.8415	0.0058	-0.0034	-0.0053
Si	9.3616	6.5091	26.8079	0.0004	-0.0024	0.0018
Si	13.9538	6.447	26.8588	0.0056	-0.0034	0.007
Si	1.8836	4.0993	27.0347	0	0.0082	0.0045
Si	5.819	4.1798	27.1345	-0.0019	0.0036	0.0011
Si	9.6962	4.2014	27.0095	0.0015	0.0071	0.0017
Si	13.6449	4.1776	27.363	0.0006	0.0088	0.0053
Si	-0.023	10.8055	26.9802	0.0024	0.0077	0.0047
Si	3.7552	10.2476	27.2236	-0.0019	-0.0057	0.0277
Si	8.0303	10.3064	26.4846	0.0609	-0.0923	0.016
Si	11.7072	10.2652	26.938	0.0036	-0.0006	0.0091
Si	0.095	3.5451	28.5022	0.003	-0.0025	0.0007
Si	3.8422	3.6057	28.3146	-0.0012	0.0003	-0.0012
Si	7.7829	3.5433	28.3047	0.0004	-0.0025	0.0033
Si	11.5833	3.6137	28.3511	-0.0011	-0.0038	-0.0047
Si	1.7543	9.9656	28.3351	-0.0027	0.0011	-0.0013
Si	5.622	9.7713	28.5075	-0.0268	0.0003	0.0271
Si	9.7184	9.9006	28.1344	0.0035	0.0001	0.0009
Si	13.6089	10.0464	28.2793	0.0013	-0.0003	-0.0031
Si	0.0158	1.2538	28.8704	0	0.0038	-0.0005
Si	3.8409	1.2825	28.7662	0.0011	-0.0018	-0.0007
Si	7.7537	1.2307	28.6864	-0.0031	-0.0007	0
Si	11.5805	1.2711	28.7202	0.0012	0.0013	0.0001
Si	1.8819	7.6318	28.8042	0.0003	0.0004	-0.0033
Si	5.7679	7.5009	28.9298	-0.0035	0.0001	0.0038
Si	9.6517	7.6496	28.8257	0.0001	-0.0014	0.0003
Si	13.5917	7.7208	28.7959	0.0001	0.0005	-0.0023
Si	1.9534	0.6197	30.0393	-0.0005	0.0018	0.0005
Si	5.8075	0.6186	29.9039	-0.0005	0.0009	0.0021
Si	9.6632	0.6224	29.9447	-0.0012	0.0022	-0.0013
Si	13.5013	0.63	29.9646	-0.0006	0.0021	-0.0004
Si	-0.0057	7.0598	30.0788	-0.001	0.0029	0.0004
Si	3.7916	6.9787	30.0491	-0.0015	-0.0004	-0.0013
Si	7.7523	7.0201	30.0903	0.0015	0.0053	0.0009
Si	11.6265	7.0728	29.9791	-0.0044	0.0031	0.0001
Si	0.0237	4.7419	30.5039	0.0011	-0.0003	0.0008
Si	3.8194	4.67	30.4214	-0.0016	-0.0046	-0.0029
Si	7.7579	4.6855	30.3933	-0.0021	0	-0.0036
Si	11.5882	4.7397	30.4146	0.0011	-0.0002	0.0019
Si	1.9188	11.1124	30.402	-0.0004	0	-0.0014
Si	5.8243	11.1243	30.41	0.0007	-0.0016	-0.0051
Si	9.6672	11.0979	30.2536	-0.001	-0.0009	0.0008
Si	13.5299	11.1363	30.3773	-0.0007	-0.0034	-0.0002
Si	1.9329	4.0673	31.687	-0.0017	-0.0007	0.0034
Si	5.801	4.0997	31.6133	0.0013	-0.0004	0.0017
Si	9.6702	4.0895	31.6428	0.0013	-0.0001	0.0034
Si	13.5211	4.1014	31.6385	-0.0004	-0.0004	0.0025
Si	-0.0127	10.5391	31.6356	0.0003	-0.0006	0.0042
Si	3.8682	10.5097	31.6237	0.002	0.0016	0.0045
Si	7.7719	10.5284	31.608	-0.0003	-0.0015	0.0041
Si	11.5788	10.5267	31.5847	-0.001	-0.0002	0.0044
Si	1.9288	1.7449	32.1023	0	0	-0.0011
Si	5.8086	1.7587	32.0048	-0.0007	-0.0015	-0.0009
Si	9.6676	1.7486	32.038	0.0002	-0.0024	-0.0011
Si	13.515	1.7678	32.0441	-0.0009	-0.0004	-0.0004
Si	-0.0017	8.2176	32.1079	-0.0012	-0.0001	-0.001
Si	3.8637	8.1835	32.0725	0.0007	0.0004	0.001
Si	7.74	8.2019	32.1057	-0.0009	0.0024	-0.0006
Si	11.6066	8.2021	32.0504	0	0.0001	0.001
Si	0	2.332	3.9167	-0.0001	-0.0056	0.2727
Si	3.8672	2.332	3.9167	-0.0063	0.0031	0.1906
Si	7.7343	2.332	3.9167	0.0377	-0.0299	0.1719
Si	11.6015	2.332	3.9167	-0.0289	-0.0503	0.2078
Si	1.9336	8.745	3.9167	0.0643	-0.1411	-0.1213
Si	5.8008	8.745	3.9167	-0.0303	-0.0943	-0.0577
Si	9.6679	8.745	3.9167	-0.0013	-0.1177	-0.0658
Si	13.5351	8.745	3.9167	0.0211	-0.1052	0.1007
Si	1.9281	6.4049	4.3351	0.0002	-0.001	0.0004
Si	5.8035	6.4091	4.3327	-0.0011	-0.0011	-0.0003
Si	9.6653	6.4056	4.3312	-0.0005	-0.002	-0.0004
Si	13.5557	6.4064	4.3232	-0.0001	-0.0008	0.0005
Si	-0.0149	12.8205	4.3064	0.0003	-0.001	0.0009
Si	3.8651	12.821	4.2981	-0.0008	-0.0001	-0.0001
Si	7.732	12.8213	4.3134	-0.0002	-0.002	0.0017
Si	11.6016	12.8181	4.2937	0.0005	0.0002	0.0002
Si	0.0046	5.8063	5.5917	-0.0006	0.0006	-0.0013
Si	3.8655	5.8085	5.5539	0.0001	0.0002	0.0009
Si	7.7317	5.8073	5.5744	0.0008	0.0038	-0.0035
Si	11.6195	5.7848	5.5154	-0.0002	-0.0001	0.0007
Si	1.9256	12.2135	5.4936	0.0015	0.0016	-0.0008
Si	5.7904	12.2186	5.5203	0.0001	0.0014	0.0023
Si	9.6788	12.2137	5.508	0.0003	0.0003	-0.0004
Si	13.5188	12.1973	5.5144	-0.0007	0.0005	0.0011
Si	-0.0092	3.4822	6.0313	0	-0.0012	-0.0023
Si	3.869	3.4864	6.0163	0.0003	-0.0012	-0.0026
Si	7.7378	3.4855	6.0083	0.0005	-0.0034	0.0023
Si	11.5929	3.4667	6.0255	-0.0026	-0.0009	-0.0039
Si	1.9591	9.8803	5.9719	-0.0022	0.0031	-0.0023
Si	5.8014	9.889	5.9796	0.0024	0.0005	-0.0028
Si	9.6741	9.8815	5.9799	-0.0013	0.0014	-0.0038
Si	13.5527	9.8805	6.0067	-0.0015	0.0024	-0.0035
Si	1.939	2.9467	7.2974	-0.0013	-0.0002	-0.0024
Si	5.8119	2.9106	7.2676	0.0011	-0.0018	0.0022
Si	9.6504	2.9279	7.3074	-0.0013	0.0021	0.0007
Si	13.5184	2.8606	7.2865	0.0012	0.0033	0.0026
Si	0.0554	9.2431	7.2058	0.0023	0.0005	-0.0018
Si	3.8815	9.2727	7.2163	0.0023	-0.0006	0.0029
Si	7.7319	9.2464	7.1879	-0.001	0.0021	-0.0084
Si	11.5979	9.2629	7.2113	0.001	-0.0031	0.0008
Si	0.0106	6.9181	7.6875	0.0014	-0.0055	0.0016
Si	3.875	6.9419	7.6216	-0.0001	-0.0014	-0.0011
Si	7.745	6.929	7.6565	0.0004	-0.0029	0.0056
Si	11.6669	6.922	7.556	-0.0012	-0.0005	0.0016
Si	1.9008	13.4169	7.4989	-0.0019	-0.0023	0.0019
Si	5.7679	13.3822	7.5598	0.0017	-0.0007	0.0051
Si	9.6652	13.3943	7.5316	0.0007	-0.0017	0.0053
Si	13.4938	13.3347	7.5599	0.0019	-0.0054	0.0009
Si	1.9672	6.4047	8.9298	-0.0018	-0.0014	-0.0022
Si	5.7884	6.3769	8.9003	0.0024	-0.0013	0.0012
Si	9.7594	6.3796	8.7961	0	-0.0041	-0.0016
Si	13.5268	6.2618	8.8884	0.0012	0.0002	0.0028
Si	-0.0046	12.6835	8.6568	0.003	0.0018	-0.0015
Si	3.7903	12.7859	8.7062	-0.0002	-0.001	-0.0001
Si	7.7309	12.6767	8.6484	-0.0043	0.0106	-0.0075
Si	11.5541	12.7577	8.7849	-0.0026	0.0008	-0.0017
Si	2.0065	4.0921	9.4387	0.0026	0.0001	0.004
Si	5.8309	4.0122	9.3954	-0.0053	-0.0016	0.0048
Si	9.7255	4.082	9.4417	0	-0.0042	0.006
Si	13.4907	3.9123	9.4393	-0.0038	0.0014	0.0015
Si	0.1353	10.4039	9.253	0.0035	0.0017	0.0014
Si	3.832	10.5153	9.2319	-0.0005	0.0046	0.0017
Si	7.6887	10.3927	9.2355	0.0003	0.0047	0.012
Si	11.5014	10.4849	9.243	0.0008	0.0025	0.0032
Si	0.025	3.7571	10.7081	-0.0031	-0.0024	-0.004
Si	3.9479	3.3455	10.6657	-0.0021	-0.0019	-0.0086
Si	7.7703	3.8239	10.7963	0.0055	0.0158	-0.0073
Si	11.568	3.2091	10.7514	0.0038	0.0014	-0.0053
Si	2.0717	9.9137	10.6912	-0.0009	-0.0047	-0.0013
Si	5.729	10.0663	10.5355	0.0002	-0.0022	-0.0021
Si	9.5658	9.9029	10.5714	-0.0043	-0.0014	-0.0027
Si	13.5481	9.9257	10.2458	-0.0038	-0.0091	-0.0028
Si	0.5439	0.9795	11.5194	-0.0015	0.0004	-0.002
Si	3.6143	1.0395	10.7656	-0.0015	0.0074	-0.0049
Si	8.3462	0.9745	11.5274	0.0012	-0.0024	0.0022
Si	11.4386	0.8596	10.9524	0.0072	0.0076	-0.0008
Si	2.292	7.5817	10.9953	0.0046	0.0057	-0.0042
Si	5.4262	7.7338	10.843	0.0031	0.0031	-0.0032
Si	10.0793	7.6061	10.7827	0.0069	0.0028	0.0026
Si	13.2097	7.6732	10.7586	-0.0056	0.0063	-0.0093
O	11.6514	7.44	11.2723	-0.0021	-0.001	0.0043
O	3.897	7.3354	11.3932	-0.0052	-0.0027	0.0055
O	0.0326	6.7241	26.3116	-0.0021	0.001	-0.0019
O	7.7722	6.7313	26.3979	-0.0041	0.0016	0.0004
O	9.6766	0.8613	26.1389	0.0289	0.026	-0.0146
O	1.8896	0.5759	26.3028	0.0051	-0.0002	-0.0002
O	9.9373	13.4279	11.6464	-0.011	0.0033	0.0036
O	2.1545	13.524	11.5045	0.0065	-0.0008	0.0058
O	4.8738	13.3828	11.7033	0.0042	-0.001	0.0046
O	1.3605	7.0414	12.2649	-0.0021	-0.0032	0.0056
O	8.0856	2.5518	11.7938	-0.0067	-0.0014	-0.0058
O	7.4221	12.9603	12.5654	0.0072	0.007	-0.0025
O	15.2183	12.8261	12.5556	0	0.0001	0.0054
O	6.5464	7.3947	11.9895	0.0007	-0.0058	0.0041
O	2.44	10.6738	12.1506	-0.0014	0.0016	-0.0003
O	5.8006	10.9311	11.9781	-0.0002	-0.0005	0.0018
O	-0.2316	5.0541	11.6598	0.0028	0.0024	0.0032
O	14.1914	7.4274	12.0568	0.0017	-0.001	0.008
O	9.2116	10.7053	12.0066	0.0028	0.0017	0.0009
O	4.2837	3.7094	12.2627	0.002	0.0042	0.0067
O	11.4219	3.6288	12.3668	-0.0016	0.0011	0.0069
O	13.7842	10.7083	11.6791	0.0007	-0.0051	-0.0017
O	12.5755	13.0552	11.9897	0.0002	-0.001	0.0033
O	7.4353	4.9329	11.9696	0.0054	-0.0016	0.0028
O	13.7904	3.4167	25.9046	0.0019	0.0058	-0.0005
O	9.7393	3.5836	25.4631	-0.0006	-0.0058	0.0032
O	11.9255	9.229	25.6692	-0.0013	-0.0075	-0.0072
O	8.0555	9.5488	25.038	0.0024	-0.0238	-0.0147
O	5.3131	6.9803	25.5574	0.0011	-0.0014	-0.0008
O	7.1108	1.3812	25.3703	-0.0079	0.0099	-0.0053
O	12.9449	6.777	25.6107	-0.0023	0.0008	-0.0059
O	3.8562	9.1638	26.0115	-0.0009	-0.0049	-0.0068
O	14.7798	0.949	25.5745	-0.0031	0.0024	-0.0019
O	4.3823	1.2281	25.4906	-0.0021	-0.0002	0.0005
O	2.6266	6.8713	25.5948	0.0014	0.0025	-0.0022
O	1.8075	3.3567	25.5369	0.0001	-0.0029	-0.0046
O	10.2849	7.1637	25.6084	0.0042	0.0001	-0.0037
O	12.149	1.3535	25.4388	-0.0023	0.001	-0.002
O	5.6833	3.552	25.5955	-0.0006	0.0042	-0.001
O	-0.0971	10.2915	25.3964	0.0001	-0.0017	-0.0026
Si	1.6621	10.4733	17.7077	-0.0002	-0.0008	-0.0034
Si	8.5636	1.9356	21.6949	-0.0009	0.0033	0.0031
Si	13.8468	11.5803	22.0712	0.0008	-0.0013	0.0065
Si	5.6836	2.0551	24.9451	0.0045	-0.0006	0.0029
Si	0.7863	0.4914	22.685	0	0.0007	0.0075
Si	7.9049	8.1511	14.7105	-0.0012	0.0018	-0.0065
Si	11.6854	5.6677	15.9746	0.0005	-0.0002	-0.0091
Si	10.9722	10.5293	22.1914	0.003	-0.0006	0.0067
Si	12.8386	1.2259	15.6626	-0.0008	0.0007	-0.0082
Si	8.3066	11.7297	21.418	-0.0003	0.0024	0.0045
Si	2.897	8.9045	19.8472	-0.0014	-0.0002	0.003
Si	15.1096	12.8471	17.1918	0.0004	-0.0005	-0.0041
Si	0.5104	10.6132	23.9115	-0.0004	0.0003	0.0034
Si	12.8306	11.967	19.2338	0.0006	-0.0003	0
Si	-0.1264	6.3866	12.5485	-0.0008	-0.0019	-0.0078
Si	14.47	6.6475	15.4895	-0.0023	0.0017	-0.0042
Si	11.3421	3.2772	13.9575	0.0007	0.0027	-0.011
Si	4.16	3.5572	13.8836	-0.0003	-0.0008	-0.0105
Si	11.1499	10.1368	17.3562	-0.0004	-0.0004	-0.005
Si	8.7582	6.4683	22.4813	-0.0035	0.0024	0.0028
Si	3.999	13.2586	14.8125	-0.0011	0.001	-0.0077
Si	6.2858	3.9002	16.1289	0.0009	0.0013	-0.0053
Si	1.779	3.3428	23.9017	0.0003	-0.0012	0.0053
Si	9.0976	2.3789	15.8706	0.001	0.001	-0.0079
Si	1.1928	8.5458	15.4318	-0.0014	0.0015	-0.006
Si	2.6513	1.3457	20.3718	0.0002	-0.0008	0.0032
Si	3.6702	4.2314	17.5299	-0.0007	0.0001	-0.0032
Si	2.4109	5.7312	19.6371	-0.0008	0.0023	-0.0013
Si	11.2706	1.7202	20.2462	-0.0021	-0.0001	0.003
Si	3.9769	12.5577	17.8757	-0.0013	0.0004	-0.0027
Si	13.7657	12.0579	12.5526	-0.0002	0.0086	-0.005
Si	1.0635	5.7748	22.2478	-0.0021	0	0.0077
Si	7.0867	6.0215	18.216	-0.0003	-0.0002	0.0002
Si	15.1487	5.0569	18.1849	-0.0006	0.0004	-0.0011
Si	12.1657	11.2591	14.8992	-0.0021	0.003	-0.0068
Si	8.5082	9.4996	23.479	0.0047	-0.0057	-0.0005
Si	3.2708	6.1499	15.1354	0.0014	0.0006	-0.0099
Si	1.1759	2.5496	18.1532	-0.001	0.001	-0.002
Si	3.9418	7.7686	25.2168	-0.0027	-0.0025	-0.0013
Si	9.4501	10.5124	13.6172	0.0002	0.002	-0.0044
Si	4.943	8.655	14.9994	0.0004	-0.0009	-0.0071
Si	9.4614	7.4984	17.1972	0.0015	-0.0011	-0.0048
Si	2.5536	8.5039	22.8484	-0.0003	0.0022	0.0081
Si	2.6781	10.6067	13.7768	0.0003	0.0005	-0.0046
Si	5.477	8.7338	18.1155	-0.0004	-0.0004	-0.003
Si	4.506	3.0076	22.348	0.0007	0.0027	0.0042
Si	8.8086	12.0324	16.2018	0	-0.0004	-0.0051
Si	11.4851	7.6081	21.8695	0.001	-0.001	0.0044
Si	11.7284	7.7177	25.0841	-0.0018	0.0044	0.0041
Si	13.739	5.6558	20.8713	-0.0006	0.0022	0.0048
Si	6.7971	4.4753	20.9437	0.0001	0.0014	0.0069
Si	12.6056	3.1825	22.5668	-0.001	0.0003	0.0036
Si	7.7495	6.4213	12.4917	0.0021	-0.003	-0.0068
Si	13.6076	2.0127	25.1321	0.0039	-0.008	0.004
Si	9.8518	3.872	23.8647	-0.0002	-0.0006	0.0012
Si	11.4645	3.2241	17.6362	-0.0004	0.0012	-0.0046
Si	5.871	12.4512	12.5955	-0.0053	-0.0021	-0.0074
Si	6.8348	11.361	18.5291	-0.0015	0.0012	-0.0025
O	3.5339	5.6015	16.6464	-0.0007	0.0012	0.0018
O	12.8514	6.7503	15.6269	0.0018	0.0002	0.0048
O	-0.5343	5.7006	16.72	-0.0004	0.0021	0.0003
O	0.3795	11.3688	17.193	-0.0012	0.002	0.0029
O	2.4203	3.1904	17.2909	0.0009	0.0004	0.002
O	9.9358	11.4555	21.3097	0.0001	0.0003	-0.003
O	4.8587	8.8847	16.6115	-0.0002	0	0.0005
O	0.9081	4.6426	23.4099	-0.0005	0.0012	-0.0037
O	12.5463	2.2072	14.3642	-0.0002	0.0001	0.0056
O	13.8804	12.6801	18.2316	-0.0005	0.001	0.0018
O	7.5085	3.0061	21.0631	0.0015	-0.0017	-0.0017
O	7.9959	0.4185	22.0088	0.0006	-0.0003	-0.0029
O	12.1944	10.1126	16.0729	0.0007	0.0003	0.0032
O	6.7291	9.7424	18.3704	-0.0002	-0.0014	0.0028
O	13.709	11.3597	20.4664	0	0.001	-0.0011
O	11.0296	10.8198	13.8262	-0.0018	-0.001	0.0039
O	11.8694	12.7338	15.5558	0.0016	-0.0015	0.0036
O	6.477	8.9088	14.5205	0	0.0001	0.0059
O	10.4819	8.6779	17.7322	-0.0001	0.0015	0.003
O	12.6335	6.833	21.03	-0.0017	-0.0003	-0.0017
O	3.2977	3.5241	23.321	-0.0017	0.0011	-0.002
O	3.8759	2.0178	21.2114	0.001	0.001	-0.0019
O	1.7164	9.8974	19.2527	0.0006	0.0006	-0.0016
O	1.6209	7.1899	22.7705	0.0018	0.0029	-0.0026
O	6.7939	4.8948	19.3626	0.0006	0.0017	-0.0018
O	11.4197	3.9316	23.4067	-0.0006	0.0006	-0.0012
O	11.7645	13.1221	19.6519	-0.0013	0.0008	-0.0004
O	1.3883	9.7672	14.3557	0	0.0008	0.005
O	11.5416	2.9774	19.2356	0	0.0003	-0.001
O	12.2907	11.4223	22.6337	-0.0019	0.0002	-0.0035
O	2.1045	5.1858	21.1355	-0.0007	-0.0014	0.0008
O	3.0846	4.7657	14.2588	-0.0012	0.0002	0.0062
O	5.3138	4.2472	21.626	-0.0025	-0.0007	-0.0014
O	3.022	11.3147	17.4635	-0.0003	0	0.0034
O	12.0015	10.7078	18.6153	0.0001	0.0011	0.0012
O	17.4431	7.1431	15.1035	-0.0007	-0.0006	0.0058
O	14.6654	13.0089	22.296	-0.0007	0.0003	-0.004
O	8.2777	8.1601	16.2867	-0.0019	0.0013	0.001
O	9.1402	2.6357	23.0597	0.0007	0.0016	-0.0004
O	1.0858	1.9584	23.3512	0.0004	0.0009	-0.003
O	9.0817	8.9537	13.9186	0.0005	-0.0002	0.0057
O	11.8053	7.6179	23.4707	0.0007	-0.0003	0.0007
O	10.091	9.9752	23.4676	0.0003	0.0027	-0.0032
O	1.1477	12.1228	23.7538	0.0012	-0.0006	-0.0015
O	1.752	0.3778	21.3518	-0.0021	-0.0001	-0.0022
O	3.9289	8.0915	23.6239	-0.0064	0.0011	-0.004
O	9.9241	3.1007	17.0895	-0.0007	0	0.0039
O	5.3765	12.6407	14.1452	0.0029	0	0.0026
O	9.1715	5.3411	23.6044	0.0018	-0.0035	-0.0008
O	13.3058	4.2693	21.5939	-0.0008	-0.0024	-0.0001
O	6.8832	5.3049	16.7421	-0.0016	-0.0006	0.0026
O	3.6317	4.8026	19.0651	0.0005	0.0003	-0.0011
O	15.0784	8.1639	15.5453	0.002	0.0001	0.0047
O	4.5194	7.1018	14.6566	-0.0002	0.0001	0.0054
O	8.2649	7.9321	23.0402	-0.0004	-0.0053	-0.0044
O	5.3735	12.0723	18.5452	-0.0003	0.0001	0.0013
O	5.9846	7.2135	18.3898	0.0004	0.0003	0.0011
O	13.999	5.435	19.2733	0.0002	-0.0006	-0.0009
O	1.1211	5.5855	18.6785	-0.0006	0.0004	0.0016
O	3.9989	9.7259	14.2049	-0.0014	0.0018	0.004
O	11.5514	4.7151	14.6746	-0.0011	-0.0007	0.0053
O	9.9613	11.1733	16.9637	-0.002	0.0018	0.003
O	15.275	3.4318	18.028	0.0006	0.0008	0.0019
O	5.5695	3.9645	14.6443	-0.0012	0.0002	0.0042
O	7.5153	11.939	17.1699	0.0017	0.0008	0.0004
O	2.9516	9.1904	21.4399	-0.0013	-0.0016	0.0011
O	0.8197	1.0589	17.6109	-0.0004	0	0.0015
O	1.6238	2.4603	19.7322	-0.0007	0.0008	-0.001
O	9.1545	13.6038	16.0711	0.0002	0.0005	0.0043
O	10.3142	6.4793	16.2618	-0.0002	0	0.0047
O	7.555	5.7427	21.6565	0.0015	0.0015	-0.0017
O	14.3929	0.6819	15.8484	-0.0021	0.0004	0.0042
O	11.4298	9.1749	21.3717	-0.0012	0.0032	-0.0012
O	7.5393	2.8646	15.9537	-0.001	0.0006	0.005
O	14.7741	10.4364	22.8032	0.0014	0.0012	-0.0032
O	13.5436	11.483	14.0656	0	-0.0009	0.006
O	1.7253	9.0913	16.8568	-0.0008	0.001	0.0021
O	4.3367	9.2166	19.1706	-0.0002	-0.0001	0.0007
O	12.0189	4.7218	17.2779	-0.0005	-0.0002	0.0029
O	8.6224	6.6467	18.3317	0	0.0009	0.0012
O	8.5934	11.4268	14.6824	0.0006	-0.0008	0.0025
O	7.8261	6.6246	14.1107	0	0	0.0005
O	13.6654	2.4631	23.5722	-0.0009	0.0008	-0.0068
O	15.1049	6.148	21.5851	0.0018	0.001	-0.0019
O	10.0838	6.8049	21.5725	-0.0013	-0.0001	-0.0015
O	2.6833	7.3174	19.6349	0.0011	0.0021	-0.0016
O	12.4111	2.0871	16.9664	0.0009	-0.0015	0.0026
O	12.0374	1.9743	21.6469	0.0015	0.0018	0.0006
O	7.6418	11.6499	19.9238	0.002	0.0014	0.0009
O	7.7357	10.5584	22.4556	-0.0011	0.0037	-0.0067
O	5.558	2.1873	23.3206	0.0011	-0.0022	0.0008
O	3.2782	0.5806	19.0792	-0.0002	-0.0002	-0.0004
O	15.0094	5.9862	14.0903	0.0015	0.0005	0.0018
O	1.7286	9.5837	23.7201	0.0058	-0.0038	-0.0049
O	5.074	3.4538	17.1711	0.0002	0.0006	0.0022
O	2.8286	12.1543	14.3625	-0.0008	-0.0013	0.0051
O	9.6783	1.6897	20.5327	0.0001	-0.0004	-0.0016
O	3.7265	1.9972	14.2898	0.0001	0.0012	0.0065
O	4.1813	13.344	16.4429	0	0.0005	0.0018
O	9.8664	2.7144	14.4459	-0.0006	-0.0011	0.0063
O	7.828	11.8624	26.1006	-0.0224	0.0072	-0.0571
O	-0.1093	0.7719	10.0412	-0.005	-0.0033	-0.0042
O	6.702	-2.9942	27.2596	-0.0433	-0.0176	0.0172
O	3.9505	11.6944	26.4664	0.0035	0.0176	-0.0145
O	9.2079	6.8338	11.9237	-0.0063	0.0008	0.0004
O	15.7015	2.5495	11.8317	-0.0025	0.0077	0.006
O	7.7553	0.7557	10.0329	0.0057	-0.0189	-0.0024
O	11.5691	-1.0657	26.25	0.0028	-0.0158	-0.0042

Results
free energy: -253275.145 eV
free energy less fixed offsets of O -568.88, Si -635.61 eV per atom: -8.645 eV

The program warned: the cutoff lies below the one the program advises for these potential files; the exchange-correlation potential is rough where the density is thin.
